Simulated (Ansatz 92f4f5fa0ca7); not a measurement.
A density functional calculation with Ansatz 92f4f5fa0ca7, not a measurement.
Periodic cell of 267 atoms, Si160O101B6, from a study of silicon, its oxide and their interface. The atomic structure is a simulated model.
Doubt: the cutoff is low for norm-conserving oxygen, so forces and energies are approximate.
Doubt: the program's own warning below bears on the result.

Settings
functional: HSE06
potential files: SPMS norm-conserving
basis: plane waves
wave-function cutoff: 800 eV
density cutoff ratio: 4
exchange-correlation grid ratio: 1
k mesh: 1 x 1 x 1, Gamma-centred
occupations: fixed
spin: none
net charge: 0

Cell vectors (angstrom)
a	11.6015	0	0
b	0	13.3963	0
c	0	0	30.9016

Atoms: element, x, y, z (angstrom)
Si	11.8151	-0.086	24.4374
B	3.9638	-0.0666	24.785
Si	7.7181	-0.0404	24.4867
Si	1.899	3.338	24.2373
Si	5.8585	3.3061	24.2285
Si	9.7978	3.2764	24.38
Si	11.6818	6.7242	23.9742
B	4.0277	6.6057	24.7696
B	7.7329	6.6454	24.7048
Si	2.2304	9.8765	24.0432
Si	5.8426	9.9357	24.1431
Si	9.814	9.9899	24.0925
Si	11.6989	2.1883	25.2543
Si	3.894	2.0086	24.8233
Si	7.7864	2.2385	25.0976
Si	2.1791	5.6404	24.8656
Si	5.8699	5.6725	24.8967
Si	9.5795	5.6504	24.8333
Si	11.7728	8.9327	24.8551
Si	4.0133	8.6401	24.9775
Si	7.8341	8.7204	24.8005
Si	2.2586	12.2051	24.9629
Si	5.6898	12.2396	25.0198
Si	9.7446	12.1978	25.015
Si	11.6606	2.1835	27.5437
Si	3.8863	2.1921	27.2656
Si	7.7739	2.2304	27.4284
Si	1.9651	5.5776	27.2859
Si	5.8191	5.5498	27.3333
Si	9.6957	5.576	27.2718
Si	11.6825	8.8968	27.2667
Si	3.9378	8.8706	27.3561
Si	7.792	8.88	27.2565
Si	2.0173	12.1943	27.3558
Si	5.8182	12.2414	27.3938
Si	9.7165	12.2193	27.3725
Si	2.0119	1.0465	28.1566
Si	5.8145	1.1034	28.1358
Si	9.6874	1.0652	28.1727
Si	11.6275	4.4702	28.1288
Si	3.8734	4.4293	28.1031
Si	7.7691	4.4752	28.1384
Si	1.9831	7.7864	28.1333
Si	5.8664	7.7723	28.132
Si	9.7312	7.8002	28.0994
Si	11.6554	11.1119	28.13
Si	3.9182	11.0996	28.1684
Si	7.766	11.1098	28.122
Si	1.9336	1.1164	30.5067
Si	5.8008	1.1164	30.5067
Si	9.6679	1.1164	30.5067
Si	0	4.4654	30.5067
Si	3.8672	4.4654	30.5067
Si	7.7343	4.4654	30.5067
Si	1.9336	7.8145	30.5067
Si	5.8008	7.8145	30.5067
Si	9.6679	7.8145	30.5067
Si	0	11.1635	30.5067
Si	3.8672	11.1635	30.5067
Si	7.7343	11.1635	30.5067
Si	0	0	0.3944
Si	3.8672	0	0.3944
Si	7.7343	0	0.3944
Si	1.9336	3.3491	0.3944
Si	5.8008	3.3491	0.3944
Si	9.6679	3.3491	0.3944
Si	0	6.6981	0.3944
Si	3.8672	6.6981	0.3944
Si	7.7343	6.6981	0.3944
Si	1.9336	10.0472	0.3944
Si	5.8008	10.0472	0.3944
Si	9.6679	10.0472	0.3944
Si	11.553	0.0684	2.7727
Si	3.8723	0.0401	2.7411
Si	7.6832	0.0462	2.7778
Si	1.8558	3.3845	2.814
Si	5.759	3.3808	2.7616
Si	9.604	3.3716	2.7908
Si	11.6237	6.7354	2.7512
Si	3.8183	6.7265	2.7588
Si	7.7542	6.7516	2.7403
Si	1.906	10.0857	2.7506
Si	5.7719	10.0497	2.7546
Si	9.6408	10.1077	2.7629
Si	11.5045	2.2821	3.6687
Si	3.8102	2.2731	3.5481
Si	7.6584	2.279	3.6533
Si	1.9102	5.6195	3.6775
Si	5.7895	5.6445	3.4338
Si	9.6914	5.6343	3.5021
Si	11.5686	8.9665	3.5314
Si	3.8186	8.9555	3.5489
Si	7.7229	8.9789	3.5486
Si	1.9154	12.3542	3.4377
Si	5.7728	12.2666	3.5432
Si	9.61	12.3449	3.5655
Si	11.3427	2.3447	6.1038
Si	3.753	2.2525	5.9155
Si	7.5499	2.3473	6.0849
Si	1.8676	5.7593	6.1721
Si	5.7341	5.7171	5.7481
Si	9.6458	5.9188	5.8513
Si	11.5273	8.7959	5.9461
Si	3.5666	8.8516	5.9261
Si	7.8281	9.06	5.9701
Si	1.8172	12.3947	5.7474
Si	5.8333	12.0525	5.9277
Si	9.3755	12.2182	5.9581
Si	1.7425	1.2258	6.6732
Si	5.6248	0.9456	6.6748
Si	9.3665	1.1076	6.9241
Si	11.4205	4.6663	6.9025
Si	3.9389	4.5317	6.6907
Si	7.7084	4.7732	6.5746
B	1.7682	7.8092	6.1397
Si	5.7236	7.9169	6.6274
B	9.6299	7.9679	6.0664
Si	11.4948	11.1795	6.428
Si	3.6278	11.1312	6.6362
B	7.6619	11.105	6.0911
O	11.2141	4.7081	8.5921
O	9.0638	1.1588	8.61
O	3.2391	11.1848	8.2669
O	5.3321	0.5901	8.2806
O	4.4972	4.4181	8.265
O	0.2116	11.5377	8.0197
O	5.7725	7.8165	8.3029
O	7.8205	5.3935	8.1248
O	1.8235	1.2694	8.3412
O	2.5248	9.6106	22.4008
O	0.4727	-0.1532	22.7977
O	10.1877	2.944	22.7782
O	11.6278	6.7953	22.2834
O	6.0187	3.2361	22.5698
O	5.6769	10.0568	22.4672
O	1.2696	3.5256	22.667
O	10.0769	10.1583	22.4323
O	7.5527	0.0118	22.8445
Si	0.9497	4.3871	14.8885
Si	6.2103	8.0268	12.5484
Si	11.4916	7.4271	20.7624
Si	2.4043	9.2995	20.788
Si	9.3122	1.2009	17.6337
Si	11.3201	4.7395	19.2504
Si	3.0491	2.3677	14.1884
Si	4.4506	0.7983	19.4338
Si	8.6827	4.1131	17.6309
Si	8.7314	11.9868	19.2621
Si	4.7351	7.9104	16.5656
Si	8.7585	0.0984	9.8472
Si	4.8168	4.8384	9.8092
Si	-0.0877	3.1247	21.8289
Si	8.2454	0.3641	21.4408
Si	10.7529	10.1417	11.768
Si	6.2286	2.6023	21.095
Si	4.4265	9.9333	14.1747
Si	4.1361	3.0206	17.0783
Si	6.032	11.6256	18.5536
Si	10.2917	4.9042	12.78
Si	1.0591	1.3291	9.7799
Si	9.4953	9.7068	20.9662
Si	6.027	4.7585	18.7307
Si	6.2928	9.6762	21.0031
Si	7.943	5.1731	9.7226
Si	5.6092	5.9404	14.6205
Si	10.6664	3.8543	9.8979
Si	7.6769	0.661	14.9862
Si	4.9972	12.3888	15.8506
Si	9.6742	12.9689	12.7689
Si	1.993	12.2315	19.5717
Si	4.8872	7.6759	19.465
Si	4.9833	7.8592	9.7264
Si	2.025	13.251	16.7239
Si	9.0217	7.4444	11.7714
Si	3.7624	2.1888	11.259
Si	0.9844	13.2614	14.0133
Si	1.9665	10.6911	12.4444
Si	11.1843	11.95	9.4339
Si	5.5519	-0.0192	9.7763
Si	3.0552	5.5605	16.1812
Si	11.486	0.2527	21.3468
Si	0.5709	2.5572	17.3573
Si	3.7132	10.7928	9.7764
Si	7.9955	3.7778	14.5757
O	7.7866	12.5271	20.487
O	6.2366	0.0167	15.4704
O	1.7155	12.1794	13.0521
O	5.9847	8.1238	20.5784
O	0.3739	13.2533	10.0543
O	5.9236	7.0294	15.8274
O	7.5381	5.1202	18.2313
O	4.1175	1.891	18.2578
O	11.3487	10.6398	10.3474
O	5.3198	11.3675	17.1016
O	5.0084	1.5624	20.7626
O	3.1336	13.3589	19.9166
O	7.6271	11.398	18.2167
O	3.4491	6.947	16.9207
O	4.259	6.3928	9.9912
O	9.8657	11.3485	12.4732
O	9.8645	0.2281	21.466
O	9.4207	13.3203	18.6422
O	1.7845	12.2201	17.958
O	6.0267	8.0937	10.9418
O	2.5652	10.9409	10.9309
O	5.599	13.1755	18.8829
O	10.8421	1.6795	17.5677
O	4.7562	11.4831	14.521
O	0.7779	3.6706	18.5632
O	5.4703	6.7194	13.189
O	10.0563	4.7381	18.2306
O	0.5534	9.8462	12.5778
O	5.6562	9.3721	13.2674
O	11.7336	6.3043	19.5733
O	1.749	1.4205	17.197
O	3.0439	9.8467	13.3245
O	1.9333	1.1806	14.0978
O	9.9584	6.4819	12.6599
O	7.161	-0.1371	10.0363
O	8.9853	4.0351	13.2824
O	7.6753	1.8225	20.9648
O	4.0269	9.1794	9.7471
O	0.9615	8.6193	20.5302
O	9.5552	12.1617	9.3189
O	5.1901	8.4461	18.0341
O	9.0066	3.9187	9.9111
O	7.8936	9.6823	21.1253
O	9.8728	8.8046	11.4468
O	11.0149	4.4245	11.3901
O	-0.183	2.4019	9.8014
O	6.7206	4.7826	14.4643
O	5.6609	10.6601	19.8354
O	3.4727	8.2146	20.1338
O	8.7162	0.6326	16.2395
O	9.3541	0.3948	11.3638
O	3.9914	2.2296	12.8764
O	6.4206	4.7914	10.2225
O	6.1478	3.8341	20.0523
O	7.8123	7.9149	12.7548
O	8.5062	6.5458	10.4692
O	8.3974	-0.1935	13.7778
O	0.9595	12.7574	15.5756
O	3.0038	4.2193	17.1443
O	4.0517	3.712	10.7138
O	10.0475	8.2101	20.5833
O	9.788	10.8419	19.792
O	11.0653	0.1512	13.4519
O	4.2558	9.083	15.5545
O	1.5434	5.7267	15.6132
O	11.376	4.849	13.941
O	4.8415	1.0747	10.7517
O	8.4561	2.536	18.1044
O	5.109	6.062	19.1636
O	2.4762	10.7437	20.0256
O	4.0004	2.4021	15.5498
O	0.2884	1.781	20.9794
O	3.5854	13.1459	16.2116
O	8.7526	4.1151	15.9917
O	5.4856	3.9013	17.4258
O	2.1642	3.7232	14.0382
O	0.3605	3.3158	15.9444
O	0.5743	12.6431	20.2739
O	7.4703	2.2257	14.5293
O	4.9441	11.8656	10.0592
O	2.2193	1.7284	10.8735
O	4.1549	5.3064	14.9857
O	11.0038	4.2131	20.7511

Results
free energy: -63835.619 eV
free energy less fixed offsets of B -77.42, O -447.96, Si -113.29 eV per atom: -0.739 eV
gap between the highest filled and lowest empty level on this k mesh: 1.144 eV

The program warned: the cutoff lies below the one the program advises for these potential files; the model core charge is not resolved on the grid; the forces do not sum to zero within the program's tolerance; the exchange-correlation potential is rough where the density is thin.
